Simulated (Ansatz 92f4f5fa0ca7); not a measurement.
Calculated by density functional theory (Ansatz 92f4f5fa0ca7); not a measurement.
Periodic cell of 237 atoms, Si146O90As1, from a study of silicon, its oxide and their interface. The atomic structure is a simulated model.
Doubt: the cutoff is far below the 930 eV that the study's wrapper takes by default for these files, so forces and energies are approximate.
This geometry differs little from another in the collection (a relaxation step or a small displacement).

Settings: functional PBE; potential files Ansatz PAW; basis plane waves; wave-function cutoff 580 eV; density cutoff ratio 5; exchange-correlation grid ratio 1; k mesh 1 x 1 x 1, Gamma-centred; self-consistency stop 5e-08 eV per atom in the density residual; occupations fixed; spin none; net charge +1 e, with a uniform compensating background and no finite-size correction.

Cell vectors (angstrom)
a 11.6015 0 0
b 0 10.938 0
c 0 0 32.0622

Atoms and the computed forces on them: element, x, y, z (angstrom), force x, y, z (eV/angstrom)
Si -0.1854 -0.074 23.282 0.0008 -0.0007 0.0005
Si 3.6844 0.1908 23.1176 0.001 -0.0014 0.0006
Si 7.5603 -0.1408 23.4409 0.0013 -0.0003 0.0008
Si 1.6988 1.3627 23.4249 -0.0003 0.0003 0.0007
Si 5.7441 1.4023 23.1874 -0.0005 0 0.0001
Si 9.4543 1.2186 23.3733 -0.0011 -0.0004 0.0017
Si 0.1661 5.3118 23.4601 0 -0.0004 0.0009
Si 4.1307 5.2941 23.4021 -0.0001 -0.0004 0.0004
Si 8.0363 5.6038 23.546 -0.0008 -0.0005 0.0006
Si 2.1668 6.5775 23.373 0.0002 0.0007 0.0011
Si 5.9723 6.7687 23.4827 0.0005 0.0004 0.0009
Si 10.0114 6.8619 23.5998 0.0005 -0.0001 0
Si 1.9107 2.6622 25.3858 -0.0003 0.0002 -0.0003
Si 5.8421 2.6526 25.2493 -0.0001 0.0002 -0.0001
Si 9.6369 2.6835 25.2663 0.0007 -0.0001 -0.0008
Si 11.6038 4.003 25.3858 -0.0002 -0.0002 0
Si 3.9022 3.9664 25.3253 0.0002 -0.0003 -0.0002
Si 7.7505 4.0905 25.346 -0.0001 0.0004 -0.0001
Si 1.98 8.1492 25.1886 0.0004 -0.0001 -0.0007
Si 5.7841 8.166 25.3683 0.0004 0.0001 0.0003
Si 9.7173 8.2591 25.4349 -0.0006 0.0002 -0.0003
Si 11.6451 9.5558 25.2686 0 -0.0003 -0.0004
Si 3.8747 9.583 25.0774 -0.0004 -0.0002 -0.0012
Si 7.6984 9.5178 25.4061 0 0.0002 -0.0003
Si 11.6532 -0.0112 27.2114 -0.0001 0.0002 0
Si 3.908 -0.0526 27.1198 0.0001 0.0002 0.0001
Si 7.7659 -0.0236 27.2904 0 -0.0003 0.0001
Si 1.9898 1.3108 27.2873 0.0001 0 -0.0001
Si 5.8382 1.3188 27.1988 0.0001 -0.0002 -0.0001
Si 9.6988 1.3296 27.2121 0 -0.0001 -0.0001
Si 11.5956 5.4687 27.2373 0 -0.0004 -0.0001
Si 3.8527 5.4193 27.2167 0.0001 -0.0003 0.0002
Si 7.7199 5.4618 27.27 0 -0.0005 0.0002
Si 1.9423 6.8192 27.1688 -0.0001 0.0001 0.0002
Si 5.7664 6.7955 27.2777 -0.0001 0.0001 0.0001
Si 9.66 6.8168 27.2953 0 0.0003 0.0003
Si 1.948 2.7218 29.1884 -0.0005 0 -0.0003
Si 5.8014 2.7212 29.1235 0.0002 0.0001 0.0001
Si 9.6831 2.7261 29.1445 0 -0.0001 0.0005
Si 0.0155 4.0945 29.1627 0.0001 -0.0002 -0.0002
Si 3.8698 4.0891 29.1715 0.0003 0.0001 -0.0001
Si 7.7387 4.0853 29.1844 0.0002 0.0001 -0.0003
Si 1.9443 8.188 29.1147 0 -0.0001 0.0002
Si 5.7992 8.1841 29.1878 0.0005 -0.0001 -0.0005
Si 9.6761 8.1921 29.2163 0.0002 -0.0003 -0.0008
Si 0.01 9.555 29.1499 0 0.0001 0.0004
Si 3.8779 9.5567 29.1066 -0.0002 0.0003 0.0011
Si 7.7389 9.544 29.2076 -0.0002 0 -0.0006
Si 0.0036 0.0006 31.0909 -0.0001 -0.0004 -0.0002
Si 3.8632 0.0052 31.0584 0 -0.0008 -0.0002
Si 7.7321 0.0084 31.112 0.0001 -0.0001 0.0001
Si 1.9319 1.3692 31.1198 0.0001 0 0.0004
Si 5.7979 1.3689 31.0623 -0.0001 0 -0.0003
Si 9.6702 1.3635 31.0896 0.0001 0.0003 -0.0004
Si 0.0122 5.4699 31.0928 -0.0001 0.0002 -0.0001
Si 3.8722 5.4764 31.0992 -0.0001 -0.0001 0
Si 7.7432 5.4667 31.1202 0.0001 -0.0001 -0.0001
Si 1.9412 6.842 31.0673 0 0.0002 0
Si 5.8072 6.8312 31.1184 -0.0001 -0.0002 0.0003
Si 9.6801 6.8279 31.1438 -0.0001 0 0.0002
Si 1.9312 2.7543 0.9878 -0.0002 0 -0.0004
Si 5.7962 2.7516 0.9256 0.0002 0 0.0003
Si 9.6671 2.7377 0.9678 -0.0002 -0.0001 -0.0002
Si -0.0114 4.1106 0.9614 0.0005 -0.0001 0.0002
Si 3.8656 4.1192 0.9771 -0.0001 0 -0.0002
Si 7.7397 4.111 0.9946 -0.0003 0 -0.0004
Si 1.9308 8.2201 0.9389 -0.0001 -0.0001 0.0002
Si 5.7977 8.2303 0.9659 -0.0001 -0.0001 0.0002
Si 9.6686 8.2255 1.0047 0.0003 -0.0002 -0.0004
Si -0.0013 9.5931 0.9817 0.0001 -0.0001 -0.0005
Si 3.8607 9.5934 0.9549 -0.0001 0.0001 -0.0003
Si 7.7369 9.5838 0.9842 -0.0003 0.0002 -0.0001
Si 11.6082 0.0397 2.9214 -0.0001 0.0001 0
Si 3.8544 0.0293 2.9084 0 0.0006 -0.0001
Si 7.7384 0.0299 2.9021 0 0.0001 -0.0002
Si 1.9331 1.4065 2.9283 -0.0001 -0.0002 -0.0003
Si 5.8091 1.374 2.8347 -0.0003 0.0002 -0.0002
Si 9.66 1.3898 2.9207 -0.0004 -0.0003 -0.0002
Si 11.5642 5.5083 2.87 -0.0002 -0.0002 -0.0001
Si 3.8755 5.5056 2.9091 -0.0001 0.0001 0.0001
Si 7.7371 5.5191 2.9173 0 -0.0003 -0.0001
Si 1.9113 6.8293 2.8524 -0.0001 0.0003 -0.0003
Si 5.8088 6.8674 2.888 -0.0004 0.0004 -0.0003
Si 9.6593 6.9049 2.9694 0.0001 0 -0.0004
Si 1.9115 2.8401 4.8234 0.0007 0 0.0006
Si 5.8314 2.7366 4.7441 0.0001 0 0.0001
Si 9.5978 2.7985 4.8364 0.0008 0.0001 -0.0001
Si 11.5387 4.137 4.7814 -0.0002 0 -0.0001
Si 3.9136 4.1108 4.8247 0 0 -0.0001
Si 7.7167 4.2095 4.8803 -0.0003 0.0001 0.0009
Si 1.8836 8.157 4.7925 0.0002 -0.0001 0.0006
Si 5.8044 8.2689 4.7867 0.0002 0.0004 0.0002
Si 9.6576 8.3283 4.909 0.0001 0.0001 -0.0001
Si 11.6276 9.6605 4.8887 -0.0005 -0.0002 0
Si 3.8141 9.4942 4.7834 0.0003 -0.0004 0
Si 7.7192 9.6842 4.8875 -0.0001 -0.0001 0.0006
Si 11.5934 0.2344 6.7816 0.0007 -0.0004 0.0003
Si 3.7493 -0.0427 6.6465 -0.0004 0.0004 -0.0005
Si 7.7057 0.0672 6.9031 -0.0009 0.0011 -0.0017
Si 2.0398 1.5106 6.7554 -0.0014 0.0001 -0.0014
Si 5.7058 1.288 6.6185 0.0013 -0.0004 -0.0009
Si 9.6395 1.5247 6.8365 -0.0017 -0.0014 -0.0001
Si 11.5198 5.4998 6.6977 0.0007 -0.0002 -0.0009
Si 3.9732 5.4419 6.7938 0.0001 0.0004 -0.0006
Si 7.7291 5.6778 6.8172 0.0014 -0.0001 -0.0009
Si 1.9649 6.6513 6.6392 -0.0005 0.0002 0.0002
Si 5.8034 6.9846 6.7426 -0.0008 0.0004 -0.0008
Si 9.7497 7.0415 6.9059 -0.0018 0.0002 -0.0011
O 10.0002 7.9711 8.3065 0.0004 0.0004 0.0008
O 7.6557 9.9503 8.2263 -0.0004 -0.0007 0.0013
O 7.3873 4.7356 8.1586 -0.0004 -0.0005 0.0009
O 3.3792 10.354 8.2076 0.0002 0.0003 0.0019
O 1.9922 7.5817 8.0131 -0.001 -0.0002 0.0012
O 3.9934 4.5916 8.2534 -0.0001 -0.0008 0.0008
O 9.7622 2.4578 8.233 0.0004 0.0006 0.0007
O 2.6012 2.3406 8.1276 0.0001 0.0005 0.0006
O 11.3812 4.5883 8.0872 -0.0005 -0.0004 0.0008
O 5.3546 2.3672 7.8318 -0.0011 0.0008 0.0009
O 5.8073 7.9855 8.0924 0.0002 0.0004 0.0007
O 11.3496 10.3112 8.176 0.0005 -0.001 0.001
O 11.2843 10.0741 21.797 -0.0006 -0.0001 -0.0007
O 3.2558 10.6856 21.537 0.0005 -0.0009 -0.0018
O 5.78 7.7699 22.1561 -0.0003 0.0009 -0.0009
O 4.2331 4.4565 21.9417 0.0006 -0.0005 -0.0006
O 7.6879 9.688 22.1686 -0.0011 -0.0009 -0.0008
O 10.2996 7.6584 22.1646 0.0001 0.0007 -0.0014
O 1.6266 2.3796 22.1083 0.0001 0.0002 -0.0009
O 5.9464 2.4281 21.864 -0.0003 0.0007 -0.001
O 8.4421 4.7003 22.2027 0.0001 0.0001 -0.001
O -0.06 4.4422 22.0343 0.0004 -0.0007 -0.0009
O 2.3601 7.3512 21.9172 -0.0001 0.0005 -0.0009
O 9.1505 1.8805 21.8727 0.0004 -0.0002 -0.0018
Si 1.9032 7.796 9.5914 0.0001 -0.0006 -0.0019
Si 5.0303 0.5924 17.7056 -0.0007 -0.0004 0.0006
Si 2.5035 5.4249 14.021 0.001 -0.0011 -0.0001
Si 10.5556 3.8453 14.0538 0.0001 -0.0005 -0.0002
Si 8.2799 2.3833 15.281 0.0001 -0.0005 0
Si 9.5665 2.237 20.3515 0.0001 -0.0002 0.0006
Si 10.4844 3.6658 9.072 -0.0005 -0.0002 -0.0012
Si 0.0462 2.325 11.5714 -0.0003 -0.0001 -0.0015
As 11.0032 8.1501 15.4298 -0.0011 -0.0018 0.0027
Si 5.1777 6.9379 13.9951 0.0001 0.0002 -0.0004
Si 5.736 2.6315 11.1099 -0.0006 0.0004 -0.0012
Si 8.6075 7.6413 19.4055 -0.0009 0 0.0006
Si 8.123 4.8249 20.62 -0.0002 0 0.0004
Si 5.9198 9.602 15.2072 -0.0004 0.0002 -0.0006
Si 2.1216 7.6322 20.3442 0.0009 0.0004 0.0007
Si 1.9414 4.8813 18.8067 0.0006 0.0006 -0.0002
Si 4.4884 3.4457 18.0146 -0.0007 -0.0003 0.0001
Si 8.4394 8.9402 16.8688 0.001 -0.0006 -0.0005
Si 0.8205 9.4994 13.2302 0.0016 0 -0.0028
Si 9.892 10.6345 11.7212 0.0005 0.0012 -0.0016
Si 5.3534 3.7038 21.0153 0.0001 -0.0006 0.0011
Si 0.6024 5.4788 16.2811 0 0.0001 0.0016
Si 10.7858 9.1463 9.1412 0.0003 0.0008 -0.0021
Si 6.5772 8.8832 21.2806 -0.0002 0.0009 0
Si 7.0907 7.1132 11.4611 -0.0008 -0.0003 -0.0014
Si 2.6844 0.7695 12.1956 -0.0007 0.0003 -0.0011
Si 10.8994 8.6716 21.048 -0.0002 -0.0001 0.0009
Si 6.0479 4.3253 15.6414 -0.0003 0 0.0005
Si 7.077 0.5084 12.9758 -0.0009 0.0002 -0.0004
Si 4.047 2.9832 8.5861 0 0.0004 -0.001
Si 0.9044 6.7295 11.886 0.0016 -0.0002 -0.0015
Si 6.5666 9.0571 9.0654 0.0001 0.0004 -0.0012
Si 0.6781 3.2758 21.1533 -0.0001 0 0.0015
Si 9.76 6.4629 12.8471 -0.0001 0.0018 -0.0007
Si 7.6974 4.5427 9.736 -0.0004 0 -0.0008
Si 3.9923 10.0594 20.2159 0.0007 0.0007 0.0013
Si 4.2722 3.0362 13.5436 0.0001 0.0016 0
Si 3.855 10.013 9.7279 -0.0002 0.0005 -0.0017
Si 8.041 0.8023 18.0662 0 0.0005 0.0016
O 11.5208 3.2177 12.9264 -0.0003 0.0005 0.0002
O 9.3225 4.4966 9.8912 -0.0003 0.0002 0.0003
O 8.8062 3.5806 19.8468 -0.0002 0 -0.0004
O 4.0234 -0.0513 18.8097 0.0004 0.0001 -0.0001
O 11.2874 4.6048 15.2972 -0.0004 -0.0001 -0.0004
O 9.8535 9.792 10.3289 0.0001 0.001 0.0013
O 3.7594 1.5331 13.1596 -0.0004 -0.0004 0.0004
O 0.7033 9.0938 14.8757 0.0005 0.0004 -0.0014
O 6.463 1.0122 18.3995 -0.0006 0.0008 0.0001
O 4.7376 3.1782 19.6017 0 0.0003 -0.0006
O 6.2358 1.2016 11.759 -0.0001 0.0001 0.0007
O 0.5244 8.6174 9.916 -0.0008 0.0003 0.0001
O 5.6347 4.3279 17.2262 -0.0003 -0.0001 -0.0008
O 8.4297 7.1903 12.378 0.0015 -0.0003 0.0008
O 4.3916 2.639 10.1586 0.0003 -0.0002 0.0012
O 2.0439 5.7089 15.568 0.0008 0.0007 -0.0007
O 3.3743 0.0571 10.9257 -0.0008 0.0002 0.0007
O 5.8868 7.2363 12.5535 0.0001 0 0.0003
O 2.302 6.3554 19.3561 0 -0.0016 -0.0014
O 0.6476 4.923 17.7869 0.0014 0.0003 0.0008
O 8.402 10.6972 12.3709 0.0002 0.0001 0.0003
O 5.4729 10.0673 9.7229 -0.0001 -0.0004 0.0003
O 0.6022 8.181 20.2009 0.0005 -0.0005 -0.0001
O 9.7851 2.6047 14.7332 0.0003 0.0004 0.0008
O 1.9427 10.6377 13.1951 -0.0014 0 -0.0004
O 9.9489 9.238 16.1714 -0.0024 0.0039 0.001
O 6.1454 10.3736 13.7873 0.0004 0.0002 0.0002
O 7.4881 1.6082 14.1006 0.0005 -0.0001 -0.0001
O 1.6637 3.9064 20.0427 0.0001 0.0001 -0.001
O 5.9163 5.7881 14.9119 0.0002 -0.0002 -0.0001
O 7.3646 8.9519 15.6733 0.0002 0.0002 -0.0004
O 1.5463 1.7345 11.5872 0.0001 -0.0004 0.0008
O 7.2032 8.298 10.3618 0 -0.0001 0.0009
O 4.3219 1.9942 17.2686 0.0002 0.0004 0.0001
O 7.0291 3.1701 10.292 -0.0003 0.0002 0.0006
O 11.5413 7.0151 16.566 -0.0011 -0.0012 -0.0025
O 8.2284 10.146 17.8772 -0.0007 -0.0008 0.0006
O 3.2469 8.5459 10.1094 0.0001 0.0006 0.0006
O 7.6017 3.8428 15.5403 0.0001 -0.0001 0.0006
O 3.1236 4.3015 17.8692 -0.0013 0.0006 0.0004
O 2.9128 3.8894 13.7667 0.0014 0.0007 0.0011
O 1.3525 8.1796 12.4911 -0.0006 0.0025 0.0014
O 1.2208 5.6655 13.0596 0.0001 -0.0004 0.0002
O 4.9919 8.3051 14.876 0.0001 -0.0003 0.0002
O 11.1866 2.3921 20.3177 0.0003 -0.0004 -0.0005
O 10.9148 9.9033 12.7947 0.0005 0.0006 -0.0005
O 5.2659 3.5886 12.3635 -0.0014 -0.0004 0.0017
O 5.1211 3.1838 14.9178 -0.0001 -0.0001 -0.0017
O 6.4936 4.787 20.531 0.0005 -0.0002 -0.0003
O 8.3942 1.5391 16.6595 0.0003 0.0006 -0.0015
O 10.4683 1.1999 11.5175 0.0004 -0.0019 0.0019
O 10.8881 6.6404 11.7002 -0.0015 0 0.0012
O 3.2494 8.674 19.8236 -0.0008 -0.0006 0.0003
O 1.7259 6.4399 10.5152 -0.0005 0 0.0006
O 7.1888 8.1619 19.9685 0.001 -0.0011 0.0003
O 8.5329 7.5812 17.7477 0.0003 -0.0011 0.0009
O 3.6797 6.4434 13.6229 -0.0006 -0.0005 0.0007
O 9.5541 4.9326 13.3343 -0.0003 -0.0011 0.0009
O 5.5401 9.9646 20.6857 0.0005 -0.0018 -0.0003
O 10.1771 7.3284 14.2177 0.0001 0.0002 0.0017
O 8.8091 6.1258 19.9273 0.0002 0.0003 -0.0008
O 7.0416 5.7099 10.6587 -0.0003 0.0005 0.0005
O 5.289 10.5432 16.3973 -0.0001 -0.0001 0
O 9.069 1.1332 19.2653 0.0003 -0.0001 -0.0002
O 11.5321 3.1819 10.2116 0.0001 -0.0006 0.0013
O 9.7657 8.693 19.8646 -0.0001 -0.0008 -0.0008

Results
free energy: -148851.471 eV
free energy less fixed offsets of As -4856.12, O -568.88, Si -635.61 eV per atom: 2.909 eV

The program warned: the cutoff lies below the one the program advises for these potential files; the exchange-correlation potential is rough where the density is thin.
